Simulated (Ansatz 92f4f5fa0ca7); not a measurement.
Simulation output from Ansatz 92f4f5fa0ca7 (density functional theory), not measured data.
Periodic cell of 226 atoms, Si133O92B1, from a study of silicon, its oxide and their interface. The atomic structure is a simulated model.
Doubt: the cutoff is far below the 930 eV that the study's wrapper takes by default for these files, so forces and energies are approximate.
This geometry differs little from another in the collection (a relaxation step or a small displacement).

Settings: functional PBE; potential files Ansatz PAW; basis plane waves; wave-function cutoff 580 eV; density cutoff ratio 5; exchange-correlation grid ratio 1; k mesh 1 x 1 x 1, Gamma-centred; self-consistency stop 5e-08 eV per atom in the density residual; occupations fixed; spin none; net charge -1 e, with a uniform compensating background and no finite-size correction.

Cell vectors (angstrom)
a	10.938	0	0
b	0	10.938	0
c	0	0	31.9494

Atoms: element, x, y, z (angstrom)
Si	10.627	0.0002	24.4314
Si	5.0745	0.1272	24.6763
Si	2.8187	2.2951	24.5461
Si	8.5681	2.4349	24.574
Si	10.704	5.5882	24.3511
Si	5.1563	5.6149	24.4653
Si	2.9843	7.9518	24.4181
Si	8.4141	7.8318	24.4322
Si	1.2911	1.1318	25.8567
Si	6.8149	1.3285	25.7556
Si	3.9845	4.0116	25.7485
Si	9.6848	4.0211	25.8666
Si	1.3353	6.7956	25.6875
Si	6.8016	6.7237	25.7691
Si	4.0003	9.467	25.9678
Si	9.4849	9.4391	25.8177
Si	2.6357	-0.134	27.3083
Si	8.1419	-0.0663	27.1635
Si	0.077	2.6553	27.2319
Si	5.4521	2.7213	27.1322
Si	2.6672	5.4185	27.1292
Si	8.1912	5.3701	27.1544
Si	0.0113	8.1526	27.159
Si	5.5097	8.1435	27.2026
Si	4.0868	1.3264	28.5196
Si	9.5467	1.3152	28.5308
Si	1.3897	4.0684	28.5877
Si	6.8101	4.0604	28.5481
Si	4.0817	6.778	28.5145
Si	9.5571	6.7776	28.5119
Si	1.2968	9.4822	28.6582
Si	6.8265	9.5377	28.5858
Si	-0.0398	-0.0175	29.9643
Si	5.4541	-0.0128	29.9232
Si	2.7724	2.7161	29.9259
Si	8.1913	2.7035	29.9031
Si	-0.0138	5.4378	29.9227
Si	5.46	5.4497	29.9153
Si	2.7426	8.1444	29.9443
Si	8.2226	8.1757	29.9133
Si	1.3696	1.3834	31.2898
Si	6.8288	1.3657	31.2879
Si	4.1167	4.0879	31.3041
Si	9.5535	4.0774	31.2908
Si	1.3552	6.813	31.3072
Si	6.8268	6.8441	31.2831
Si	4.0982	9.5614	31.3001
Si	9.5578	9.5427	31.323
Si	2.7391	0.0185	0.7074
Si	8.2074	0.016	0.7036
Si	0.014	2.7551	0.7372
Si	5.4912	2.7503	0.7314
Si	2.7401	5.4637	0.7099
Si	8.2192	5.4992	0.6974
Si	0.0212	8.2141	0.7517
Si	5.4868	8.2287	0.7411
Si	4.1075	1.3879	2.0874
Si	9.6101	1.3405	2.0862
Si	1.3557	4.1724	2.1136
Si	6.8517	4.1622	2.0683
Si	4.0691	6.8686	2.0785
Si	9.5866	6.8447	2.1158
Si	1.3781	9.6302	2.1068
Si	6.8754	9.6208	2.1008
Si	0.0134	0.0037	3.5506
Si	5.4931	0.0379	3.4644
Si	2.7173	2.7757	3.4244
Si	8.2714	2.7926	3.3598
Si	0.0553	5.572	3.5589
Si	5.4775	5.5498	3.4317
Si	2.6988	8.236	3.4675
Si	8.3045	8.3105	3.4646
Si	1.3816	1.4581	4.8663
Si	6.9277	1.4663	4.7245
Si	4.0602	4.1843	4.7493
Si	9.6125	4.0935	4.8028
Si	1.2485	7.1349	5.0106
Si	6.8503	6.9996	4.7383
Si	4.1028	9.5803	4.7995
Si	9.774	9.4444	5.0164
Si	2.7141	-0.0159	6.147
Si	8.3269	0.0816	6.0618
Si	0.0281	2.8094	6.3363
Si	5.5211	2.8513	6.0474
Si	2.7443	5.6506	6.1063
Si	8.32	5.666	5.9655
B	0.0576	8.3118	6.3566
Si	5.5129	8.315	6.2408
Si	4.3824	1.192	7.289
Si	9.8196	1.1034	7.6008
Si	1.1839	4.5736	7.4847
Si	6.6934	4.5597	7.2103
Si	4.3448	6.6853	7.5271
Si	9.8922	6.8514	7.333
Si	1.1387	9.7228	7.5327
Si	6.7174	10.0149	7.4067
O	9.5842	1.2375	23.9863
O	4.1024	6.8017	23.9492
O	4.0093	1.2419	24.0404
O	9.5322	6.7009	23.9019
O	0.0249	5.6827	7.935
O	5.5571	0.1731	7.8856
O	0.0251	-0.0338	8.0603
O	5.5624	5.5973	7.8567
O	7.6133	3.9223	8.4042
O	8.8192	7.2372	8.5918
O	2.0965	9.2922	8.9071
O	8.9308	1.6492	8.9304
O	7.5919	9.5999	8.7516
O	3.5748	1.8688	8.5512
O	3.6218	7.1433	8.9639
O	2.0537	4.0802	8.8219
O	8.1408	3.4814	23.3574
O	0.4454	4.9308	22.9612
O	1.9038	2.7404	23.2463
O	5.8329	4.9102	23.1266
O	5.5188	10.004	23.4976
O	2.4402	8.6812	23.0232
O	0.1894	10.0691	23.0879
O	7.7795	8.5761	23.0847
Si	8.6546	7.7013	18.4291
Si	8.7804	6.3587	13.6199
Si	3.7961	1.5321	14.6913
Si	2.1325	5.7417	17.6157
Si	2.413	3.1422	19.4954
Si	9.8068	9.034	12.0789
Si	1.3278	9.4156	22.0831
Si	9.163	0.9757	13.189
Si	1.4272	5.0543	13.0128
Si	1.792	8.2524	12.785
Si	6.6498	9.5584	22.4337
Si	4.5256	4.5975	15.678
Si	8.2276	2.9926	9.5558
Si	0.8388	8.2448	19.257
Si	6.9507	1.3511	21.0904
Si	8.2457	8.3774	9.6053
Si	10.8867	5.1946	15.594
Si	7.5604	9.4906	16.2864
Si	9.9313	2.0594	20.2972
Si	3.1722	8.4654	9.8453
Si	6.6892	3.3574	17.4031
Si	1.1637	0.2063	19.8045
Si	3.2366	2.82	12.2633
Si	7.2132	5.4	19.6859
Si	5.7409	8.6505	11.4592
Si	5.7895	6.0682	13.1659
Si	4.6318	9.7086	17.6068
Si	1.0197	3.5975	22.1849
Si	4.8977	1.485	18.798
Si	3.1799	3.1209	9.4858
Si	6.4432	10.7934	13.7391
Si	10.3446	0.1175	15.9555
Si	5.6718	3.6417	11.1262
Si	9.8374	3.903	11.8835
Si	2.3439	9.9239	15.5153
Si	6.0767	8.1336	19.7951
Si	6.9341	3.973	22.3823
Si	9.7528	2.7711	17.3635
O	7.19	6.3726	13.9625
O	1.88	7.0564	18.6678
O	10.3008	4.0148	16.5109
O	6.1629	9.9577	17.0314
O	10.137	0.7385	14.4701
O	8.442	6.1213	18.8571
O	5.1574	0.6563	14.3829
O	5.7163	2.0617	17.5205
O	8.3453	1.9431	20.5425
O	1.9949	4.298	18.404
O	6.9769	2.7885	10.6216
O	4.8718	2.6981	12.1961
O	6.0231	4.3967	16.3364
O	4.5643	3.9255	9.9297
O	10.6891	2.7741	21.5547
O	9.7131	6.1439	14.9619
O	6.0067	6.4971	19.8384
O	4.0846	0.1736	18.2692
O	9.2625	10.5586	12.2857
O	2.8599	4.3601	12.6962
O	1.9102	10.6959	21.2087
O	3.9911	2.7191	19.3859
O	0.7292	10.0479	15.9385
O	1.2722	9.8035	18.8318
O	1.7111	1.6618	19.2754
O	8.9349	10.3762	16.4658
O	4.8758	8.591	18.7817
O	9.5625	8.7665	10.4972
O	6.7367	4.0988	18.8505
O	2.8345	1.7243	13.3756
O	5.8328	8.7812	21.2599
O	2.5346	2.4679	10.8469
O	7.6095	4.8515	21.172
O	5.2223	7.4636	12.4971
O	0.4209	9.0661	12.5162
O	7.5672	1.0455	13.5611
O	7.0938	9.6169	14.7176
O	8.9809	5.0407	12.6778
O	8.0839	8.0328	16.9007
O	6.2122	2.5776	21.8938
O	2.4642	9.0641	14.0871
O	0.4246	4.4846	11.8604
O	0.8111	8.3154	20.929
O	9.3901	3.8275	10.3323
O	9.6411	2.3976	12.5306
O	7.6209	8.5704	19.3818
O	2.5212	8.1692	11.3299
O	3.9958	3.0482	15.3443
O	0.8467	4.4914	14.4323
O	10.0533	2.9988	18.9551
O	9.1351	7.8121	12.9555
O	10.5115	0.5371	20.0781
O	6.0487	5.0175	11.9264
O	8.1509	2.7555	17.0164
O	3.5224	5.4664	16.7041
O	4.6194	9.1206	10.3436
O	1.5356	6.6747	13.1718
O	4.7622	5.4972	14.3233
O	2.0417	3.8529	20.9242
O	10.5338	1.3917	16.9633
O	0.9316	6.0637	16.5558
O	7.3391	10.9523	21.9321
O	5.9313	0.9119	19.9135
O	6.08	9.9993	12.3522
O	2.849	0.5464	15.5735
O	7.0473	7.9974	10.6864
O	10.2415	8.0174	18.6787
O	3.441	9.2031	16.5636

Results
free energy: -137022.593 eV
free energy less fixed offsets of B -154.04, O -568.88, Si -635.61 eV per atom: 4.537 eV

Forces (eV/angstrom), in the order of the atoms: element, x, y, z
Si	-0.0025	0.0005	0.0011
Si	-0.0012	0.0012	0.0015
Si	0.002	-0.001	0.0021
Si	0.0018	-0.0005	0.0012
Si	-0.0002	0.0025	0.0005
Si	-0.0016	0.0004	0.0016
Si	0.001	-0.0016	-0.0002
Si	0.0021	-0.0004	0.0021
Si	0.0009	0.0009	0.0012
Si	-0.0007	-0.0001	0.0011
Si	0.0007	-0.0005	-0.0001
Si	-0.0003	-0.0003	0.0012
Si	-0.0012	-0.0003	0.0009
Si	-0.0001	0.0001	-0.0002
Si	-0.0007	0.0016	0.0021
Si	-0.0006	0.0003	0.0003
Si	0.0008	-0.0011	-0.0003
Si	0.0015	0.0002	-0.0006
Si	-0.0007	-0.0008	0.0006
Si	-0.001	-0.0008	-0.0005
Si	-0.0003	0.0008	0.0001
Si	0.0002	-0.0007	0.0007
Si	0.0009	0.0004	-0.0005
Si	-0.0004	0.0001	0.0007
Si	-0.0001	-0.0005	-0.0001
Si	0	-0.0001	0.0002
Si	-0.0007	-0.0003	-0.0008
Si	0.0004	0.0003	0.0005
Si	0	-0.0001	0.0009
Si	-0.0007	-0.0004	0.0008
Si	-0.0002	-0.0001	-0.0023
Si	-0.0008	-0.0007	-0.0005
Si	0	0.0017	-0.0004
Si	-0.0005	-0.0001	-0.0001
Si	-0.0005	-0.0012	-0.0001
Si	0.0009	0	-0.0006
Si	0	0.0002	-0.0003
Si	0.0001	0.0011	-0.0006
Si	0.0013	-0.0005	-0.0004
Si	0.0003	-0.0006	-0.0005
Si	0.0002	-0.0006	0.0002
Si	-0.0002	0.0005	0.0002
Si	0.0004	0.0003	0.0005
Si	-0.001	-0.0001	0.0003
Si	-0.0011	0.0003	-0.0002
Si	0	-0.0005	0.0002
Si	-0.0003	0.0001	0.0004
Si	0.0006	-0.0007	0.0003
Si	-0.0003	0.0001	-0.0004
Si	-0.0005	0.0005	0.0002
Si	0.0004	0.0001	-0.0001
Si	0.0001	-0.0004	0.0007
Si	0.0004	-0.0007	0.0001
Si	0.0012	0.0005	-0.0007
Si	-0.0002	-0.0001	0.0003
Si	0.0004	0.0001	0.0003
Si	0.0009	-0.0005	0.0006
Si	0.0003	0.0012	-0.0013
Si	-0.0015	-0.0018	-0.0004
Si	-0.0013	0.0003	0.0008
Si	0.001	0.0018	0
Si	0.0005	-0.0019	0.0001
Si	-0.0006	0.0013	0.0004
Si	-0.0011	-0.0021	-0.0009
Si	0.001	-0.0021	0.0012
Si	0.0005	0.0034	-0.0006
Si	0.0024	0.0006	0.0004
Si	-0.0018	0.0013	0.0001
Si	-0.0005	0.0013	-0.0014
Si	0.0004	-0.003	-0.0005
Si	0.0002	-0.0015	0.0009
Si	0.0027	0.0028	0.0048
Si	-0.0025	-0.0005	-0.0019
Si	-0.0032	0.0016	-0.0043
Si	0.001	-0.0013	-0.0042
Si	0.0003	0.0007	-0.0012
Si	-0.0118	0.0116	0.0035
Si	0.0015	0.0012	-0.0014
Si	-0.0015	-0.0015	-0.0016
Si	-0.0135	0.0085	-0.0142
Si	0.0066	0.0029	-0.0067
Si	0.0056	-0.0047	-0.0005
Si	0	-0.0002	-0.0006
Si	0.0011	0.0017	-0.0027
Si	-0.0002	0.0002	0.0005
Si	-0.0063	-0.0041	-0.0072
B	0.0209	-0.022	0.0056
Si	0.001	0.0003	-0.0035
Si	-0.0007	-0.0037	0.0043
Si	-0.0001	0.0013	0
Si	-0.0002	-0.0001	0.002
Si	0.0006	0.0006	0.0019
Si	0.0011	-0.0056	0.0034
Si	0.0154	0.0064	0.01
Si	-0.0173	-0.0039	0.016
Si	0	0.0023	0.0038
O	0.0007	-0.0007	-0.001
O	0.0005	0.0004	-0.0004
O	-0.0001	-0.0003	-0.0017
O	-0.0001	-0.0003	-0.001
O	-0.0027	0.0021	-0.0041
O	0.0001	0.002	-0.0015
O	0.0024	-0.0003	-0.0043
O	0	0.0001	-0.0008
O	0.0022	-0.0037	0.005
O	-0.0022	0.0015	-0.0001
O	-0.0009	0.0003	-0.0048
O	-0.0014	0.0015	0.0039
O	0.0011	-0.002	0.0017
O	-0.0008	0.003	0.0027
O	-0.0017	0.0029	0.0019
O	0.0014	-0.0011	0.003
O	-0.0013	0.0009	-0.0024
O	0.0008	-0.0015	-0.0023
O	-0.0014	0.0009	-0.0024
O	0.0011	-0.001	-0.0024
O	0.0008	-0.001	-0.0022
O	-0.001	0.0011	-0.0021
O	0.0016	-0.0014	-0.0026
O	-0.0011	0.0008	-0.0022
Si	0	0	0.0011
Si	-0.0002	0.0004	-0.0025
Si	0.0001	-0.0002	-0.0018
Si	0	0	0.0007
Si	0	-0.0001	0.0022
Si	0.0001	0.0002	-0.0025
Si	-0.0002	-0.0001	0.0036
Si	0.0001	0.0001	-0.0026
Si	0.0001	0.0001	-0.0024
Si	-0.0002	0.0003	-0.0028
Si	0.0003	-0.0001	0.0034
Si	0.0001	0.0001	-0.0013
Si	-0.0007	-0.0005	-0.0061
Si	0	0.0002	0.0023
Si	0.0002	-0.0002	0.0025
Si	-0.0006	0.0001	-0.003
Si	0	0	-0.0012
Si	0	0.0001	-0.0008
Si	0	0	0.0026
Si	0.0014	-0.0023	-0.0017
Si	0	0	0.0005
Si	0.0001	-0.0002	0.0021
Si	0.0001	0.0003	-0.0023
Si	0.0001	-0.0001	0.0022
Si	0.0003	-0.0001	-0.0025
Si	0.0002	0.0001	-0.0026
Si	0	-0.0001	0.0007
Si	0	0.0005	0.0038
Si	0.0001	0.0001	0.0016
Si	-0.0021	-0.0003	-0.0055
Si	0.0002	0	-0.0023
Si	0	-0.0001	-0.0011
Si	0.0007	-0.0003	-0.0024
Si	-0.0004	-0.0002	-0.0029
Si	0	-0.0002	-0.0012
Si	-0.0001	0.0001	0.0023
Si	-0.0001	0	0.0036
Si	0	-0.0001	0.0006
O	0	0	0.001
O	0.0001	-0.0003	-0.0009
O	0	0.0003	0.0002
O	0	0	0
O	0.0002	0	0.001
O	0	0	-0.0008
O	-0.0002	0.0002	0.0009
O	0.0001	0	-0.0004
O	0.0001	0	-0.0011
O	0	0.0003	-0.0008
O	-0.0005	0.0006	0.0009
O	-0.0002	-0.0001	0.0012
O	0	0	0.0002
O	0.0006	0.0001	0.0013
O	-0.0003	-0.0003	-0.0016
O	0.0003	-0.0001	0.0009
O	0.0001	0	-0.001
O	0.0001	0	-0.0007
O	-0.0001	0.0003	0.0014
O	-0.0001	0	0.001
O	0	0.0004	-0.0016
O	0.0001	-0.0001	-0.0009
O	0.0001	0	0.0004
O	0	-0.0001	-0.0009
O	0.0001	0	-0.0008
O	-0.0001	-0.0001	0.0002
O	0	0.0001	-0.0008
O	0.0005	0	0.0012
O	0	0	-0.0009
O	0.0001	-0.0001	0.0012
O	-0.0002	-0.0004	-0.0018
O	0.0002	-0.0002	0.0017
O	0.0002	0.0004	-0.0018
O	0.0001	-0.0002	0.0012
O	0.0001	-0.0003	0.001
O	-0.0003	-0.0002	0.001
O	0.0001	-0.0002	0.001
O	0	0.0005	0.0014
O	0	0	-0.0001
O	-0.0001	-0.0002	-0.0014
O	0.0001	0.0002	0.0012
O	0.0004	0.0002	0.0011
O	-0.0001	-0.0003	-0.0017
O	0.0006	0.0008	0.0014
O	0	-0.0004	0.0013
O	0.0003	0	-0.001
O	-0.0001	0.0003	0.0015
O	0.0001	0.0002	0.0006
O	-0.0001	0	0.0011
O	-0.0001	0.0001	-0.0011
O	0	-0.0005	0.0013
O	0.0001	-0.0001	-0.0011
O	-0.0001	0.0002	0.0013
O	0	0	-0.0002
O	0	0.0001	0.0001
O	0.0001	0.0001	0.0009
O	-0.0001	-0.0002	0.001
O	0	-0.0002	0.0011
O	0.0003	-0.0001	-0.0019
O	0.0001	0.0001	0
O	0	-0.0001	0.0001
O	-0.0001	0.0004	-0.0013
O	-0.0004	0	-0.0013
O	0	0.0002	0.0012
O	-0.0001	-0.0002	0.0005
O	-0.0004	0	0.0013
O	-0.0001	0	-0.0007
O	0.0001	0.0001	0.0001

The program warned: the cutoff lies below the one the program advises for these potential files; the exchange-correlation potential is rough where the density is thin.
